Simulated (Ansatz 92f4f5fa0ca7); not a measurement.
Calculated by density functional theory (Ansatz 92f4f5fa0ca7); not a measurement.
Periodic cell of 226 atoms, Si134O92, from a study of silicon, its oxide and their interface. The atomic structure is a simulated model.

Settings: functional PBE; potential files Ansatz PAW; basis plane waves; wave-function cutoff 700 eV; density cutoff ratio 5; exchange-correlation grid ratio 1; k mesh 2 x 2 x 1, shifted by 0.5 0.5 0.5 of a step; self-consistency stop 5e-08 eV per atom in the density residual; occupations fixed; spin none; net charge 0.

Cell vectors (angstrom)
a  10.938  0  0
b  0  10.938  0
c  0  0  32.4532

Atoms and the computed forces on them: element, x, y, z (angstrom), force x, y, z (eV/angstrom)
Si  0.3839  -0.5133  25.025  0.0102  -0.0336  -0.0391
Si  5.4627  -0.273  24.8069  0.013  -0.0047  -0.0177
Si  2.474  3.0653  25.201  0.0012  0.0214  -0.0355
Si  7.6277  2.7291  24.4982  0.05  0.0067  0.0499
Si  0.2066  5.2131  24.97  0.0203  0.0126  -0.029
Si  5.5719  5.1878  24.904  0.0343  -0.0236  0.0093
Si  2.6738  8.1372  24.8786  -0.0164  -0.0084  0.0036
Si  7.7777  8.4948  25.0942  -0.0003  0.0285  -0.0443
Si  1.3777  1.2691  26.2895  0.0088  0.0424  0.0241
Si  6.6481  1.3142  26.122  0.004  0.035  -0.008
Si  4.0702  4.1868  26.4508  0.0274  0.0264  0.0004
Si  9.6884  4.1127  26.3898  -0.0401  -0.0404  -0.0069
Si  1.3495  6.8076  26.2659  0.0272  0.0008  -0.0261
Si  6.7286  6.7788  26.3041  -0.0381  0.0049  0.0087
Si  4.0747  9.4551  26.2513  0.0116  -0.0183  -0.0246
Si  9.5254  9.5525  26.3125  0.0067  -0.0069  -0.0033
Si  2.7821  -0.0356  27.6546  -0.0238  -0.0057  0.0048
Si  8.1676  0.0767  27.5966  -0.0189  -0.0048  0.002
Si  0.0424  2.6623  27.7071  0.0008  -0.0057  -0.0182
Si  5.4513  2.7172  27.654  0.023  -0.0327  -0.002
Si  2.6995  5.5407  27.73  -0.0238  -0.0015  -0.0189
Si  8.2003  5.4741  27.6528  0.0205  -0.014  0.0075
Si  -0.0282  8.182  27.6587  0.0234  0.011  -0.0077
Si  5.4445  8.1731  27.6882  -0.0046  0.0174  -0.0249
Si  4.1018  1.3673  29.0349  0.1271  -0.1923  0.0228
Si  9.5708  1.3673  29.0349  -0.3329  -0.022  0.1015
Si  1.3673  4.1018  29.0349  0.0937  -0.1192  0.178
Si  6.8362  4.1018  29.0349  0.0282  -0.1662  -0.2167
Si  4.1018  6.8362  29.0349  -0.2139  0.3288  0.6278
Si  9.5708  6.8362  29.0349  -0.0202  -0.1782  0.0659
Si  1.3673  9.5708  29.0349  -0.008  -0.0971  -0.2403
Si  6.8362  9.5708  29.0349  0.0929  0.1763  -0.4179
Si  0  0  30.4022  -0.0922  -0.1003  -0.053
Si  5.469  0  30.4022  -0.0446  0.0409  0.0042
Si  2.7345  2.7345  30.4022  0.0092  0.0264  0.0001
Si  8.2035  2.7345  30.4022  0.0537  0.0431  0.003
Si  0  5.469  30.4022  -0.1235  -0.0674  0.0107
Si  5.469  5.469  30.4022  -0.055  -0.0602  -0.0449
Si  2.7345  8.2035  30.4022  0.0548  -0.029  0.0553
Si  8.2035  8.2035  30.4022  0.0646  0.033  -0.0401
Si  1.3673  1.3673  31.7694  -0.0194  0.0503  0.0014
Si  6.8362  1.3673  31.7694  0.0246  -0.0228  -0.0134
Si  4.1018  4.1018  31.7694  0.0194  -0.008  0.0145
Si  9.5708  4.1018  31.7694  0.0017  -0.0397  -0.0003
Si  1.3673  6.8362  31.7694  0.0467  0.0482  -0.0141
Si  6.8362  6.8362  31.7694  -0.0308  0.0068  -0.0076
Si  4.1018  9.5708  31.7694  -0.0199  0.0001  -0.0017
Si  9.5708  9.5708  31.7694  0.0214  0.0011  0.0192
Si  2.7345  0  0.6835  0.0477  -0.0215  0.001
Si  8.2035  0  0.6835  -0.001  0.0312  0.0114
Si  0  2.7345  0.6835  -0.0692  0.0506  -0.0105
Si  5.469  2.7345  0.6835  0.0197  -0.0438  0.0017
Si  2.7345  5.469  0.6835  -0.0116  -0.0386  0.0062
Si  8.2035  5.469  0.6835  0.0284  0.0018  0.0039
Si  0  8.2035  0.6835  -0.0271  -0.0639  0.0019
Si  5.469  8.2035  0.6835  -0.0513  0.064  -0.0188
Si  4.1018  1.3673  2.0507  -0.0093  0.0472  0.0447
Si  9.5708  1.3673  2.0507  0.0831  0.0297  -0.0677
Si  1.3673  4.1018  2.0507  0.0164  -0.0669  -0.0339
Si  6.8362  4.1018  2.0507  0.0183  0.0295  0.0534
Si  4.1018  6.8362  2.0507  0.0759  0.0237  -0.0257
Si  9.5708  6.8362  2.0507  0.0087  0.0836  0.0493
Si  1.3673  9.5708  2.0507  -0.0018  0.05  0.0512
Si  6.8362  9.5708  2.0507  -0.0652  -0.0958  -0.0421
Si  0  0  3.418  0.0181  0.3392  -0.2396
Si  5.469  0  3.418  -0.0665  -0.2948  -0.1274
Si  2.7345  2.7345  3.418  -0.1976  0.1223  -0.2647
Si  8.2035  2.7345  3.418  0.4169  0.1484  -0.0741
Si  0  5.469  3.418  0.1573  0.027  0.2828
Si  5.469  5.469  3.418  0.0382  0.2872  0.064
Si  2.7345  8.2035  3.418  -0.0581  -0.2861  0.3237
Si  8.2035  8.2035  3.418  -0.1159  -0.0706  -0.208
Si  1.3711  1.3851  4.7834  -0.0138  0.023  0.0176
Si  6.8442  1.3689  4.7167  -0.0013  0.0016  0.0098
Si  4.0115  4.184  4.7451  -0.0098  0.0062  0.0294
Si  9.6346  4.0768  4.8208  0.0071  0.0107  -0.023
Si  1.3523  6.834  4.8679  0.0107  -0.0093  0.0002
Si  6.8925  6.8175  4.8158  0.0057  -0.0134  -0.0005
Si  4.1291  9.5245  4.797  0.0074  0  0.014
Si  9.5274  9.6248  4.7213  0.0231  0.0034  0.0276
Si  2.7373  -0.0287  6.0957  -0.006  0.0068  0.0381
Si  8.2243  0.0858  6.1043  -0.0094  -0.0155  -0.0094
Si  0.1257  2.8093  6.2586  -0.0138  -0.01  -0.0109
Si  5.4129  2.7407  5.9087  -0.0008  -0.0124  0.0297
Si  2.7383  5.4939  6.3271  0.0083  -0.0064  -0.0298
Si  8.2117  5.344  6.1978  0.0385  0.0577  0.0106
Si  -0.0484  8.3261  6.0967  -0.0479  -0.005  0.0142
Si  5.5513  8.2197  6.198  -0.022  0.0318  -0.0124
Si  3.991  1.5291  7.2557  0.0069  0.0103  -0.0086
Si  9.8236  1.2279  7.4312  0.0345  -0.0238  0.0553
Si  1.7878  3.7862  7.7595  0.0289  -0.0427  0.0603
Si  6.5723  4.1368  7.3293  -0.0462  -0.0135  0.0317
Si  4.5072  6.5526  7.5152  0.0182  -0.0323  0.0514
Si  9.4884  7.5946  7.8334  -0.0114  -0.0568  -0.0599
Si  1.0844  9.8968  7.4021  0.0021  0.0185  -0.0075
Si  7.0305  9.5619  7.4921  0.0187  -0.021  -0.0024
O  5.556  5.3247  7.8352  0.0041  0.0001  0.0194
O  -0.0262  0.0768  7.902  -0.0083  0.0166  0.0245
O  2.9394  2.6181  7.8859  -0.0187  0.0165  0.0242
O  9.0401  6.0583  7.4717  0.0007  0.0223  0.0828
O  1.5329  9.3155  24.4781  -0.0256  0.0289  -0.0289
O  9.0228  3.1334  25.2274  -0.012  0.013  -0.0612
O  6.6966  9.5904  24.424  0.0129  -0.0204  -0.0143
O  1.3511  4.0895  24.5073  0.0002  -0.0114  -0.0096
O  8.1624  8.5154  8.1296  0.0011  -0.0055  0.0026
O  1.5054  4.1011  9.3764  0.0126  -0.0025  -0.0237
O  1.5696  9.1937  8.8177  -0.0223  -0.0131  0.0175
O  7.0359  3.3346  8.6763  0.0171  0.0051  -0.0102
O  10.317  7.6286  9.2482  0.0119  0.0062  -0.0091
O  4.8344  0.8744  8.488  0.0115  -0.002  0.0089
O  4.1779  7.0874  9.0303  -0.0111  -0.0133  -0.0086
O  9.2485  1.8693  8.833  -0.0231  -0.0042  -0.004
O  4.6599  0.3153  23.4272  0.0026  0.006  0.0162
O  8.0683  2.1219  23.0393  -0.0083  0.0027  0.0033
O  10.2857  5.6672  23.6156  0.0035  0.0016  0.0166
O  6.6591  4.0535  24.301  -0.0303  0.027  0.0007
O  8.468  7.6406  23.8986  0.0019  0.0089  0.0057
O  3.5544  2.5953  24.0537  -0.0332  -0.0322  -0.0223
O  3.4185  7.2848  23.5992  -0.0012  0.006  0.0148
O  10.6544  0.0979  23.6532  0.0396  -0.0165  0.0046
Si  8.0896  11.4645  15.3577  0.0023  0.002  -0.0004
Si  6.7806  9.1425  13.7904  -0.0003  -0.0011  -0.0033
Si  11.5928  7.7167  16.717  0.0003  0.0007  0.001
Si  5.0379  5.4247  16.0781  0.0031  0.0019  -0.0034
Si  11.5216  3.0867  13.2055  0.0006  -0.0018  0.0043
Si  0.5399  3.4665  16.4321  -0.0036  -0.0036  -0.0008
Si  13.7812  7.1813  14.5324  0.0007  -0.0026  -0.0034
Si  4.2269  3.7475  20.9118  -0.0006  -0.0095  -0.0076
Si  -2.4531  3.7692  12.4206  -0.0032  0.0019  -0.0039
Si  4.1248  1.4976  14.8959  0.0015  0.0073  0.0038
Si  8.8472  1.7298  21.6533  0.0038  0.0031  0.0022
Si  7.8949  2.3315  9.6164  0.0055  0.0078  -0.0128
Si  12.8046  0.9207  16.7783  -0.0007  0.0016  0.0017
Si  13.2363  3.999  10.8362  0.0016  -0.0015  -0.0024
Si  2.7766  1.371  12.1847  -0.003  0.002  0.0016
Si  8.839  6.6542  13.4608  -0.0026  -0.0013  -0.0018
Si  14.5153  1.4618  22.8946  -0.0033  0.0022  0.0208
Si  0.8076  8.1488  9.8247  0.0053  0.0079  -0.0089
Si  11.4623  0.5421  22.3023  0.0049  0.0043  0.0006
Si  4.5315  9.342  15.3941  -0.0001  -0.0072  0.0017
Si  7.0104  3.1193  19.6057  0.0062  0.0006  -0.0072
Si  10.9089  -0.8637  15.1678  0.0009  -0.0005  -0.0023
Si  9.4958  -5.261  16.5042  -0.0022  -0.0018  -0.0017
Si  11.0325  8.7199  21.0385  0.0035  -0.0031  -0.0005
Si  6.9612  5.8988  18.2282  0.0009  0.0029  -0.0078
Si  2.916  4.771  18.1861  -0.0015  -0.0016  -0.0025
Si  11.5153  8.1817  12.8015  -0.0003  0.0001  -0.007
Si  6.7411  14.0872  14.7994  0.0028  0.0049  0.0013
Si  7.0429  7.132  21.1779  0.0072  -0.0013  -0.0044
Si  14.7071  -0.9386  18.2315  -0.003  -0.0007  0.0044
Si  2.2305  7.7972  19.1565  0.0014  0.0038  -0.0015
Si  14.2731  6.7944  10.3914  -0.0023  0.0033  -0.0143
Si  6.7106  11.1902  18.2085  -0.0001  -0.0005  -0.0058
Si  4.432  -1.3869  11.5616  0.0086  -0.0005  -0.0012
Si  9.4399  6.8582  22.8814  -0.002  0.007  0.0107
Si  4.5436  6.163  23  -0.0036  0.0126  -0.0272
Si  5.9951  -0.0451  9.1691  -0.015  0.015  0.0081
Si  8.3175  -1.1694  20.4146  -0.001  -0.0007  -0.0009
O  12.9849  0.9443  22.7001  -0.011  -0.0025  -0.0049
O  5.4192  13.2943  15.2341  -0.0093  -0.0209  0.0047
O  14.2683  3.9259  19.5405  0.0159  0.0114  0.0105
O  9.8931  3.1685  13.0257  0.0034  0.0128  -0.0037
O  5.7552  6.3778  17.2144  0.0191  -0.0026  0.0111
O  5.6402  9.4448  12.6612  0.0117  -0.0117  0.0106
O  7.0204  0.9834  9.9644  -0.0066  0.0085  -0.0155
O  4.5571  10.8954  15.0055  -0.0031  0.0027  0.0155
O  8.328  3.172  10.9261  -0.0056  -0.0125  0.0003
O  14.4481  8.6455  14.3482  0.0164  -0.014  0.0335
O  8.4537  0.1743  21.3257  0.0051  0.0018  -0.0086
O  10.2181  7.2313  12.866  0.0034  0.0148  0.014
O  3.7724  8.0416  11.3869  -0.002  0.0091  -0.0016
O  2.9899  1.8182  16.0047  0.0046  -0.023  0.0002
O  11.8392  3.4542  14.7979  -0.0212  -0.0059  -0.0029
O  5.723  6.9071  22.1169  -0.0101  -0.0166  0.0002
O  14.373  5.2233  10.9284  -0.0118  -0.0167  -0.0014
O  10.5063  1.7467  21.7014  -0.0104  -0.0196  0.0022
O  9.9581  15.0331  16.569  0.0262  0.0039  -0.012
O  8.347  2.7922  20.5053  -0.0135  -0.0141  0.0139
O  3.7314  1.9049  13.3885  -0.0114  -0.0178  0.0001
O  18.488  -0.3671  14.0771  -0.0183  -0.0125  0.0196
O  0.6189  12.8778  17.0647  0.0147  0.003  -0.0193
O  14.8782  2.2475  21.5178  -0.0065  0.0072  0.0046
O  9.1082  -4.8642  14.9667  0.0037  0.0025  -0.0013
O  8.3343  6.2449  17.4657  -0.0156  0.003  -0.0031
O  6.3351  4.6384  15.3984  0.0015  0.0155  0.0003
O  1.2794  4.1445  12.1359  0.0092  -0.0269  -0.0059
O  7.712  -0.7483  18.9844  -0.0096  0.008  0.0262
O  11.6506  -0.7391  21.3177  -0.018  -0.0067  0.015
O  18.6834  7.8807  13.4027  0.0039  -0.0041  0.0088
O  12.1616  12.5338  12.7795  0.0133  0.0346  -0.0012
O  8.4438  16.346  12.4763  0.0085  -0.0106  0.0222
O  3.4158  8.9111  19.4072  -0.0124  -0.0013  -0.0149
O  7.3259  -2.1977  21.1962  0.0206  -0.0187  -0.0137
O  -4.1889  6.6697  19.6425  0.0099  -0.0054  0.0126
O  1.5535  15.2274  17.4312  -0.0003  0.0058  0.0019
O  10.5373  -2.2088  16.0113  0.0193  0.0069  0.0023
O  16.1155  -0.2016  18.4961  -0.0034  -0.0118  -0.0052
O  9.6963  0.1999  15.3564  0.0037  -0.0119  0.0051
O  3.9676  9.0969  16.8847  0.0106  0.0219  -0.0142
O  12.7695  7.1659  13.2278  -0.016  0.0008  0.0007
O  7.9653  2.1679  15.314  0.0036  -0.0171  0.0056
O  6.017  8.7101  15.1805  -0.0209  0.0141  -0.0262
O  2.9571  2.4747  10.966  -0.0181  0.0163  0.0223
O  15.026  6.1238  14.8898  -0.0037  0.0056  0.0163
O  11.6196  8.8074  11.3006  0.0024  -0.0251  -0.0106
O  1.7553  6.8505  9.9991  0.0091  0.0317  0.0027
O  3.9233  4.9914  21.9707  0.02  0.005  0.0046
O  7.2137  11.0369  16.6677  -0.0037  0.0142  -0.0043
O  7.1331  14.2511  13.2301  0.0073  0.0119  0.0016
O  12.2832  -0.2318  15.7585  -0.0086  0.0069  0.0193
O  10.5293  7.9526  22.3761  -0.0115  -0.0068  -0.0097
O  10.7735  6.4219  17.1575  0.0078  0.0116  -0.0036
O  12.1895  7.7276  20.4534  0.0071  0.0167  -0.0089
O  7.1357  4.2938  18.4928  -0.0079  0.0087  0.017
O  12.7966  7.1306  15.8071  0.0102  0.015  0
O  6.7252  12.7176  18.7406  0.0133  -0.0077  0.007
O  11.2922  9.5434  13.6808  -0.0056  -0.0117  0.0104
O  8.4011  6.3324  21.7124  -0.0121  0.0275  -0.0045
O  3.2943  -0.1742  11.8332  0.0128  -0.0032  -0.0117
O  4.0562  -17.3472  17.0319  -0.0106  0.005  0.0016
O  2.5801  11.1349  18.0642  0.0198  -0.01  -0.0203
O  9.7278  8.9922  20.0861  -0.01  0.0044  0.0298
O  5.2217  -1.036  10.1892  -0.0023  0.0137  0.0041
O  5.8257  3.6606  20.5909  -0.0082  0.0026  0.0007
O  2.7796  6.3298  18.7109  -0.012  0.0014  -0.0014
O  12.2405  8.4647  17.9899  -0.0015  -0.0289  -0.003

Results
free energy: -137524.687 eV
free energy less fixed offsets of O -569.03, Si -635.61 eV per atom: -2.187 eV

The program warned: the cutoff lies below the one the program advises for these potential files; the exchange-correlation potential is rough where the density is thin.
